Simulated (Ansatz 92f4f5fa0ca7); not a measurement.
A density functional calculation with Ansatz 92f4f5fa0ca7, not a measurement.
Periodic cell of 237 atoms, Si147O90, from a study of silicon, its oxide and their interface. The atomic structure is a simulated model.
Doubt: the cutoff is far below the 930 eV that the study's wrapper takes by default for these files, so forces and energies are approximate.

Settings: functional PBE; potential files Ansatz PAW; basis plane waves; wave-function cutoff 580 eV; density cutoff ratio 5; exchange-correlation grid ratio 1; k mesh 1 x 1 x 1, Gamma-centred; self-consistency stop 5e-08 eV per atom in the density residual; occupations fixed; spin none; net charge 0.

Cell vectors (angstrom)
a  11.6015  0  0
b  0  10.938  0
c  0  0  33.2429

Atoms: element, x, y, z (angstrom)
Si  -0.2289  0.2493  24.6196
Si  3.7246  -0.008  24.5223
Si  7.6777  -0.0218  24.584
Si  1.8513  1.3653  24.713
Si  5.7326  1.2228  24.3387
Si  9.4345  1.5653  24.5169
Si  0.097  5.4142  24.2952
Si  3.6734  5.6464  24.4798
Si  7.6614  5.378  24.7511
Si  1.7615  7.0084  24.2405
Si  5.7725  6.7454  24.6445
Si  9.5649  6.6904  24.458
Si  1.8621  2.7932  26.5514
Si  5.6638  2.7016  26.2974
Si  9.5967  2.7735  26.4979
Si  -0.0693  4.1736  26.3829
Si  3.7806  4.2056  26.4218
Si  7.6128  4.0137  26.5978
Si  1.811  8.2793  26.2553
Si  5.731  8.1701  26.5235
Si  9.6378  8.1384  26.4101
Si  -0.1266  9.648  26.4236
Si  3.8052  9.5622  26.4363
Si  7.701  9.5448  26.5036
Si  -0.0306  -0.0137  28.4152
Si  3.8211  -0.0179  28.3982
Si  7.7019  0.0148  28.4171
Si  1.8943  1.3671  28.4387
Si  5.7403  1.3843  28.3394
Si  9.6557  1.3731  28.4123
Si  -0.0275  5.482  28.382
Si  3.8217  5.4839  28.4132
Si  7.6795  5.4725  28.4446
Si  1.8917  6.8927  28.304
Si  5.7527  6.836  28.4497
Si  9.6291  6.8349  28.4005
Si  1.9336  2.7345  30.3437
Si  5.8008  2.7345  30.3437
Si  9.6679  2.7345  30.3437
Si  0  4.1018  30.3437
Si  3.8672  4.1018  30.3437
Si  7.7343  4.1018  30.3437
Si  1.9336  8.2035  30.3437
Si  5.8008  8.2035  30.3437
Si  9.6679  8.2035  30.3437
Si  0  9.5708  30.3437
Si  3.8672  9.5708  30.3437
Si  7.7343  9.5708  30.3437
Si  0  0  32.2772
Si  3.8672  0  32.2772
Si  7.7343  0  32.2772
Si  1.9336  1.3673  32.2772
Si  5.8008  1.3673  32.2772
Si  9.6679  1.3673  32.2772
Si  0  5.469  32.2772
Si  3.8672  5.469  32.2772
Si  7.7343  5.469  32.2772
Si  1.9336  6.8362  32.2772
Si  5.8008  6.8362  32.2772
Si  9.6679  6.8362  32.2772
Si  1.9336  2.7345  0.9679
Si  5.8008  2.7345  0.9679
Si  9.6679  2.7345  0.9679
Si  0  4.1018  0.9679
Si  3.8672  4.1018  0.9679
Si  7.7343  4.1018  0.9679
Si  1.9336  8.2035  0.9679
Si  5.8008  8.2035  0.9679
Si  9.6679  8.2035  0.9679
Si  0  9.5708  0.9679
Si  3.8672  9.5708  0.9679
Si  7.7343  9.5708  0.9679
Si  0.0265  0.0044  2.8997
Si  3.9303  0.0029  2.8817
Si  7.7733  -0.0306  2.9307
Si  1.9854  1.3416  2.8523
Si  5.8574  1.3837  2.9076
Si  9.6838  1.3648  2.922
Si  0.0356  5.4264  2.9314
Si  3.8812  5.4557  2.9343
Si  7.8026  5.4815  2.8919
Si  1.9534  6.8425  2.9063
Si  5.8335  6.8044  2.87
Si  9.7369  6.8432  2.9167
Si  2.0416  2.6355  4.7992
Si  5.9081  2.8535  4.7824
Si  9.6764  2.6251  4.9457
Si  0.057  3.9451  4.825
Si  3.9184  4.1252  4.9255
Si  7.8673  4.2042  4.8861
Si  2.0076  8.2496  4.8236
Si  5.869  8.1505  4.8024
Si  9.8025  8.1367  4.9161
Si  0.0504  9.6629  4.902
Si  3.9754  9.6068  4.8276
Si  7.8288  9.4714  4.8505
Si  0.0403  0.1017  6.9281
Si  4.0882  0.0976  6.7199
Si  7.661  -0.1346  6.7598
Si  2.0682  1.2982  6.741
Si  5.9969  1.48  6.639
Si  9.5378  1.2688  6.9709
Si  0.2057  5.2786  6.7155
Si  4.0015  5.5258  6.882
Si  7.9039  5.58  6.8746
Si  2.0007  6.7889  6.6881
Si  5.9183  6.8408  6.7642
Si  9.9792  6.7563  6.8722
O  5.7584  7.755  8.1626
O  7.838  4.6147  8.2365
O  11.7818  10.0097  8.2453
O  9.0586  2.2352  8.2906
O  7.1068  10.0336  8.1785
O  10.4528  7.6943  8.2026
O  1.5939  7.7467  8.0074
O  6.3718  2.3574  8.0382
O  0.443  4.3784  8.1324
O  4.3733  10.0738  8.0676
O  4.1738  4.8126  8.4012
O  2.3461  2.4678  7.9065
O  1.5017  7.5286  22.5908
O  6.0418  1.7491  22.7576
O  -0.4662  10.261  23.2574
O  2.0059  2.2455  23.3106
O  3.5318  4.5245  23.2305
O  3.2766  9.9801  23.1898
O  9.3835  2.5783  23.1522
O  6.1429  7.778  23.3873
O  8.9004  7.5564  23.1621
O  7.59  4.5461  23.2991
O  7.7286  9.9245  23.2192
O  0.8242  4.518  22.9974
Si  -1.9439  10.4971  11.9913
Si  3.889  -3.0119  16.579
Si  2.2273  3.7113  22.6535
Si  2.7667  8.848  19.3088
Si  10.5637  3.3717  13.3012
Si  1.3654  3.2816  8.9157
Si  12.2831  7.543  21.1583
Si  3.8357  4.5514  9.9664
Si  3.4995  5.3389  14.9188
Si  8.6913  6.527  15.3994
Si  11.618  1.5997  11.0458
Si  -0.2958  10.2311  21.6531
Si  5.8852  11.2772  16.8712
Si  7.5251  8.3703  22.7591
Si  0.2539  8.4334  8.6457
Si  10.1149  15.3443  17.3554
Si  0.8132  4.275  15.3678
Si  5.7028  9.3087  8.6401
Si  8.8286  0.1287  19.9555
Si  2.8821  10.3943  21.6678
Si  15.7775  6.5489  12.2921
Si  6.861  8.3545  17.0337
Si  8.5457  1.6656  17.2412
Si  7.702  3.0631  8.7112
Si  6.2757  3.0593  11.4078
Si  10.1102  5.6145  20.2705
Si  13.753  10.793  12.4403
Si  3.6105  2.2194  20.4318
Si  6.2685  5.125  13.7916
Si  10.9797  6.2561  13.6922
Si  8.9835  1.0846  14.3955
Si  4.6587  9.4986  11.6092
Si  8.5745  3.7225  22.2971
Si  6.8142  11.2079  12.5862
Si  3.12  0.6074  18.0419
Si  11.7036  8.4741  11.7884
Si  6.536  1.9179  21.2097
Si  3.4279  10.8212  15.3753
Si  8.0687  8.0726  19.7744
O  12.8804  10.6035  21.3484
O  8.772  9.5116  19.4664
O  16.4975  3.5472  10.6955
O  9.788  7.143  14.353
O  7.3909  11.5491  20.6275
O  21.0682  5.6537  16.5342
O  5.4917  7.7968  16.3773
O  9.2752  2.6375  13.9827
O  8.0681  10.6509  11.6719
O  3.9612  8.1485  12.1794
O  9.2185  0.8561  15.9811
O  10.8707  2.7891  11.8369
O  3.4044  10.5341  11.4173
O  10.3013  4.7163  18.9341
O  12.7225  9.529  12.513
O  0.4958  8.299  10.2417
O  3.1624  -5.0485  13.3983
O  -0.0444  6.1523  20.7697
O  7.6303  3.117  21.1223
O  7.4288  0.7145  14.032
O  6.8513  -0.9606  17.0254
O  6.0664  12.4371  11.8352
O  7.5105  3.1252  10.3417
O  9.9679  11.0608  13.5093
O  9.0423  3.2006  17.1824
O  8.0681  7.845  16.0951
O  11.8628  14.1177  14.279
O  2.4465  4.1792  15.4083
O  10.138  8.9522  11.9147
O  12.0031  2.1511  9.5831
O  5.7196  6.3231  12.806
O  3.6068  8.0389  18.1836
O  2.9414  1.9499  18.9505
O  5.6968  10.0374  12.7602
O  3.3019  9.2325  15.786
O  -1.0376  0.3662  10.9012
O  5.2431  -8.4983  20.3149
O  11.7963  7.0522  12.5491
O  2.6994  3.4178  21.0853
O  0.4445  5.7797  14.8293
O  1.5918  7.8644  19.8296
O  -0.492  8.6881  21.1842
O  2.2749  -0.6652  18.6394
O  3.2743  6.5579  15.9804
O  3.5749  9.2828  20.6688
O  11.6125  4.0409  16.7757
O  9.1203  6.8441  19.8692
O  5.0421  15.6963  14.8435
O  5.0154  0.3357  15.4671
O  3.8858  5.9419  10.8174
O  7.0317  7.7766  18.5507
O  7.2634  8.2307  21.165
O  10.1812  11.1722  20.906
O  2.3146  3.9519  10.0687
O  3.56  0.8841  21.3502
O  5.5235  9.3001  10.261
O  10.2362  4.9419  13.0669
O  7.5706  5.6101  14.6318
O  20.6837  1.0334  18.6327
O  4.736  11.203  18.049
O  12.9497  12.0884  11.8853
O  9.5818  4.7195  21.5154
O  2.6295  0.8038  16.4902
O  6.6198  3.8777  12.7867
O  2.7622  11.074  13.927
O  6.9018  1.6072  17.0781

Results
free energy: -144631.470 eV
free energy less fixed offsets of O -568.88, Si -635.61 eV per atom: 2.400 eV

Forces (eV/angstrom), in the order of the atoms: element, x, y, z
Si  -0.0735  -0.1846  -0.222
Si  -0.2712  -0.3294  -0.1063
Si  -0.0871  -0.5382  -0.2837
Si  0.0073  0.3266  -0.0721
Si  0.1692  0.1058  -0.622
Si  0.2087  0.3401  -0.3307
Si  0.2518  -0.2479  -0.3125
Si  0.3567  -0.4085  -0.2501
Si  0.1122  -0.462  -0.083
Si  -0.1939  0.2762  -0.7554
Si  -0.0326  0.345  -0.0512
Si  -0.3491  0.2021  -0.2176
Si  -0.0397  0.255  0.0525
Si  -0.0038  0.0917  0.1755
Si  -0.1101  0.2143  0.2516
Si  -0.0617  -0.171  0.0664
Si  -0.0359  -0.1244  0.1794
Si  0.0643  -0.1076  0.0699
Si  0.1111  0.3188  0.3243
Si  0.0138  0.2062  0.0581
Si  0.141  0.1431  0.0529
Si  0.0594  -0.1176  0.2187
Si  0.0743  -0.0825  0.1582
Si  -0.0334  -0.2769  0.0191
Si  -0.0337  0.1497  -0.0453
Si  0.0456  0.1358  -0.1212
Si  0.028  0.0656  -0.1296
Si  0.0277  -0.073  -0.0843
Si  -0.0895  -0.1219  -0.0882
Si  -0.0261  -0.1672  -0.0695
Si  -0.0354  0.15  -0.1119
Si  -0.0436  0.1229  -0.1227
Si  -0.0405  0.1278  -0.0681
Si  -0.0631  -0.0914  -0.0764
Si  0.034  -0.1063  0.0032
Si  0.077  -0.1284  -0.1006
Si  -0.0228  0.0074  0.1983
Si  -0.0264  -0.0094  -0.3982
Si  -0.0367  0.081  -0.0153
Si  0.0415  0.0131  -0.2216
Si  -0.1377  0.0034  -0.0213
Si  -0.0163  -0.0402  0.2094
Si  -0.0401  0.0331  -0.4233
Si  -0.0624  0.0981  0.196
Si  -0.0299  0.0482  -0.1099
Si  0.0023  -0.0765  0.0705
Si  -0.0374  -0.0291  -0.0121
Si  -0.0709  0.0398  0.029
Si  0.0125  0.0688  0.008
Si  -0.0302  0.0424  -0.0362
Si  0.0107  0.0494  -0.003
Si  -0.0013  0.0247  -0.0007
Si  -0.0165  -0.0984  -0.0222
Si  0.0215  -0.086  0.0312
Si  0.0003  0.0995  -0.0127
Si  0.0202  0.0813  0.0144
Si  -0.0128  0.0093  0.0271
Si  0.0027  -0.1372  -0.0695
Si  0.0172  0.0089  0.0217
Si  -0.0197  -0.0828  0.0126
Si  0.0377  0.025  -0.2198
Si  0.1028  0.0477  -0.0282
Si  -0.0239  0.0133  0.1481
Si  0.0553  -0.0631  0.0507
Si  -0.0526  -0.0498  0.2071
Si  0.103  -0.0095  0.0117
Si  -0.0381  0.032  -0.0064
Si  0.0085  -0.0293  -0.1021
Si  0.1372  0.0362  0.0886
Si  -0.0276  -0.0355  -0.0014
Si  0.1517  -0.0776  -0.059
Si  -0.0101  -0.0382  0.1247
Si  0.0082  0.085  0.1208
Si  -0.0356  0.0935  0.0364
Si  0.0714  0.0599  0.0292
Si  0.0097  -0.1358  0.095
Si  0.0264  -0.0618  0.0217
Si  -0.0076  -0.0994  0.0513
Si  -0.0269  0.0575  0.0262
Si  0.0324  0.1259  0.0615
Si  0.0108  0.0991  0.1148
Si  0.0345  -0.0726  0.0409
Si  -0.0109  -0.12  0.1645
Si  -0.0048  -0.0907  0.0255
Si  -0.1172  0.2061  -0.1566
Si  -0.0429  0.2053  -0.0587
Si  -0.0296  0.1747  -0.1366
Si  0.0564  -0.2056  -0.1375
Si  -0.1048  -0.1708  -0.1343
Si  -0.0199  -0.1936  -0.1123
Si  0.0053  0.2056  -0.0297
Si  0.0321  0.2556  -0.0919
Si  -0.0041  0.2219  -0.1902
Si  0.0029  -0.2216  0.0285
Si  0.0205  -0.2113  -0.1413
Si  -0.0516  -0.2028  -0.1419
Si  -0.0616  -0.4758  0.2855
Si  -0.1361  -0.3252  0.2651
Si  -0.213  -0.2684  0.1876
Si  0.1519  0.354  0.007
Si  0.0932  0.3475  0.1465
Si  -0.0497  0.2924  0.3982
Si  0.2057  -0.3585  0.1448
Si  0.0562  -0.187  0.493
Si  0.1048  -0.2007  0.2243
Si  -0.2149  0.2658  0.1474
Si  -0.0419  0.3455  0.1981
Si  0.0232  0.1283  0.2551
O  0.0569  -0.1579  -0.2854
O  0.0036  0.2178  -0.3062
O  -0.0614  0.2899  -0.3143
O  0.3544  -0.2104  -0.3715
O  0.2246  0.1008  -0.3127
O  -0.2198  -0.1298  -0.326
O  0.131  -0.1092  -0.2462
O  -0.1262  -0.0042  -0.1662
O  -0.1018  0.1439  -0.2435
O  -0.1095  0.0986  -0.332
O  0.0452  0.1114  -0.5885
O  0.0094  -0.0986  -0.2351
O  0.2617  -0.1451  0.7318
O  -0.183  -0.1502  0.6624
O  0.0281  0.0214  0.3614
O  0.0372  -0.0649  0.0612
O  0.0479  0.2026  0.3349
O  0.1469  0.1067  0.5163
O  0.1082  -0.2996  0.4115
O  -0.1107  -0.0666  0.1641
O  0.2466  -0.1048  0.209
O  -0.0455  0.0149  0.2525
O  0.04  0.1888  0.1667
O  -0.4086  0.1841  0.3257
Si  -0.054  -0.0832  0.2082
Si  0.0189  0.1734  0.0164
Si  0.0711  -0.0042  -0.4851
Si  0.0177  0.2021  -0.1272
Si  -0.0378  -0.0866  0.0668
Si  -0.0455  0.0234  0.391
Si  -0.1227  0.0896  -0.5573
Si  0.059  0.133  0.6296
Si  0.0157  0.0878  -0.097
Si  -0.0313  0.0069  -0.0033
Si  0.0845  -0.2229  0.6593
Si  0.1045  0.0032  -0.4884
Si  -0.1078  -0.0215  0.0334
Si  0.0675  -0.0175  -0.2859
Si  0.1775  -0.1394  0.4615
Si  -0.0258  -0.0196  -0.046
Si  -0.0995  -0.0072  -0.0525
Si  -0.0239  0.0107  0.584
Si  -0.045  -0.1636  -0.2025
Si  0.052  0.0779  -0.5706
Si  0.0687  0.1704  0.1449
Si  -0.0398  -0.0302  0.1312
Si  0.0151  -0.096  -0.0027
Si  -0.2191  -0.1699  0.3905
Si  -0.1132  -0.188  0.3662
Si  -0.0834  0.1872  -0.3674
Si  0.0473  -0.1275  0.0392
Si  0.0322  -0.086  -0.3307
Si  -0.0392  0.1193  -0.0937
Si  0.037  0.0271  -0.0532
Si  0.0153  -0.1225  0.0113
Si  -0.2098  0.1215  0.4509
Si  -0.1675  0.0928  -0.3311
Si  -0.0446  -0.1337  -0.0355
Si  -0.0568  -0.0309  -0.0139
Si  -0.0706  0.2865  0.411
Si  -0.072  -0.0406  -0.5329
Si  -0.0867  -0.0891  -0.0715
Si  0.1625  0.1227  -0.2947
O  -0.0571  0.0246  0.2402
O  -0.023  0.0209  0.1038
O  -0.0956  0.0332  -0.2277
O  -0.0152  -0.0424  0.0372
O  -0.1341  0.0674  0.2259
O  0.0289  -0.0043  0.0176
O  0.0083  -0.03  -0.0649
O  0.0038  0.096  -0.0745
O  0.061  0.0581  -0.0178
O  -0.0024  -0.0803  -0.0655
O  0.0229  0.0319  0.0766
O  0.0155  0.0076  -0.1904
O  0.0509  -0.0495  -0.0753
O  0.0159  -0.0328  0.0777
O  -0.0806  -0.107  -0.1104
O  0  -0.0348  -0.4643
O  0.0418  -0.0659  0.0206
O  0.0867  -0.0481  0.2602
O  0.1374  0.0424  0.1531
O  0.0481  0.0546  -0.0448
O  0.0038  0.0223  -0.0463
O  0.0477  0.1598  -0.0855
O  0.2079  0.0117  -0.4255
O  -0.0469  0.0319  -0.0353
O  -0.0154  0.0382  0.0019
O  0.0269  -0.006  -0.0504
O  0.043  0.0632  0.0409
O  -0.0151  -0.0185  0.0309
O  0.0662  -0.0251  -0.099
O  -0.0403  0.1024  -0.3379
O  -0.0119  -0.0909  0.0062
O  0.0151  -0.0757  0.03
O  0.0267  0.0134  0.1817
O  0.0452  -0.0158  -0.1084
O  0.0094  -0.0774  -0.0196
O  0.0399  0.0825  -0.2872
O  0.1133  -0.0218  0.1784
O  0.0426  -0.0656  -0.0377
O  -0.243  0.1519  0.4984
O  0.0241  0.0259  0.0205
O  -0.1037  -0.0997  0.2687
O  -0.0489  -0.0863  0.1968
O  -0.0005  -0.0599  0.0333
O  -0.0047  -0.0648  -0.0064
O  -0.0562  0.0117  0.2271
O  0.0577  -0.0177  0.0167
O  0.0389  -0.0917  0.1362
O  -0.0524  -0.0318  0.0803
O  0.0589  0.0497  0.0414
O  -0.0479  -0.0786  -0.2774
O  -0.0237  -0.0077  0.04
O  -0.0389  0.0377  0.3662
O  0.0556  0.0445  0.2724
O  -0.1411  -0.0065  -0.226
O  0.0224  0.0194  0.1699
O  0.2048  -0.0381  -0.5229
O  0.0249  0.01  0.0425
O  -0.0358  -0.0263  0.0103
O  0.0161  0.0449  0.0455
O  0.0947  -0.0113  -0.0058
O  -0.1462  0.1436  -0.176
O  0.0381  -0.0549  0.2835
O  0.0595  -0.0195  0.0572
O  0.0007  0.0226  -0.0471
O  0.0189  0.0651  0.0039
O  -0.0042  0.0364  -0.008

The program warned: the cutoff lies below the one the program advises for these potential files; the exchange-correlation potential is rough where the density is thin.
